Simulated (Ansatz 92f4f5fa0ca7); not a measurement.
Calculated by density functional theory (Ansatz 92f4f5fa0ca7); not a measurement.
Periodic cell of 276 atoms, Si168O108, from a study of silicon, its oxide and their interface. The atomic structure is a simulated model.
Doubt: the cutoff is low for norm-conserving oxygen, so forces and energies are approximate.
Doubt: the program's own warning below bears on the result.
This geometry differs little from another in the collection (a relaxation step or a small displacement).

Settings: functional HSE06; potential files SPMS norm-conserving; basis plane waves; wave-function cutoff 800 eV; density cutoff ratio 4; exchange-correlation grid ratio 1; k mesh 1 x 1 x 1, Gamma-centred; occupations fixed; spin none; net charge 0.

Cell vectors (angstrom)
a	11.6015	0	0
b	0	13.3963	0
c	0	0	30.9508

Atoms: element, x, y, z (angstrom)
Si	0.0893	-0.1384	24.2195
Si	3.9174	-0.0393	24.1539
Si	7.7602	0.0618	24.0934
Si	1.9272	3.4529	24.0835
Si	6	3.4548	24.2232
Si	9.611	3.3389	24.2875
Si	0.1198	6.5247	24.259
Si	3.9244	6.801	24.3863
Si	7.7427	6.7781	24.1711
Si	2.0241	10.0352	24.5346
Si	5.8878	10.0087	24.2436
Si	9.719	10.0565	24.2832
Si	0.037	2.1983	24.8392
Si	3.9349	2.2837	24.7398
Si	7.7585	2.1941	25.1476
Si	2.0372	5.5674	25.1559
Si	5.859	5.6454	25.0612
Si	9.6755	5.5962	24.9868
Si	0.0382	8.8419	24.9881
Si	3.978	8.9709	25.2283
Si	7.8018	8.9451	25.0827
Si	2.0139	12.3049	25.1496
Si	5.868	12.2815	24.9371
Si	9.6771	12.3093	24.9903
Si	0.0192	2.2204	27.2858
Si	3.895	2.2482	27.2365
Si	7.7465	2.2036	27.4743
Si	1.9833	5.5617	27.4791
Si	5.8341	5.59	27.4218
Si	9.6837	5.5882	27.3737
Si	0.0162	8.8944	27.3739
Si	3.9234	8.9433	27.5359
Si	7.7693	8.9276	27.4357
Si	1.9675	12.3042	27.4762
Si	5.8377	12.2815	27.3436
Si	9.674	12.2891	27.3749
Si	1.9626	1.1603	28.1578
Si	5.7859	1.1109	28.1671
Si	9.7062	1.1129	28.1861
Si	0.0127	4.4439	28.1636
Si	3.913	4.4357	28.188
Si	7.7614	4.4633	28.1906
Si	1.9537	7.812	28.2062
Si	5.8479	7.8066	28.2298
Si	9.6939	7.8043	28.202
Si	0.0086	11.1501	28.1673
Si	3.91	11.1916	28.2141
Si	7.7501	11.1713	28.1857
Si	1.9336	1.1164	30.5559
Si	5.8008	1.1164	30.5559
Si	9.6679	1.1164	30.5559
Si	0	4.4654	30.5559
Si	3.8672	4.4654	30.5559
Si	7.7343	4.4654	30.5559
Si	1.9336	7.8145	30.5559
Si	5.8008	7.8145	30.5559
Si	9.6679	7.8145	30.5559
Si	0	11.1635	30.5559
Si	3.8672	11.1635	30.5559
Si	7.7343	11.1635	30.5559
Si	0	0	0.3944
Si	3.8672	0	0.3944
Si	7.7343	0	0.3944
Si	1.9336	3.3491	0.3944
Si	5.8008	3.3491	0.3944
Si	9.6679	3.3491	0.3944
Si	0	6.6981	0.3944
Si	3.8672	6.6981	0.3944
Si	7.7343	6.6981	0.3944
Si	1.9336	10.0472	0.3944
Si	5.8008	10.0472	0.3944
Si	9.6679	10.0472	0.3944
Si	-0.0154	0.0023	2.7533
Si	3.874	0.0086	2.7628
Si	7.7092	-0.0003	2.7592
Si	1.9184	3.357	2.7644
Si	5.7796	3.3779	2.7484
Si	9.6708	3.3714	2.7555
Si	-0.0345	6.6769	2.777
Si	3.8202	6.6934	2.7462
Si	7.7139	6.707	2.7848
Si	1.8951	10.0605	2.7593
Si	5.7573	10.0341	2.7721
Si	9.5985	10.0539	2.7714
Si	-0.0104	2.2267	3.547
Si	3.857	2.2489	3.5383
Si	7.7245	2.2603	3.4586
Si	1.9096	5.5783	3.592
Si	5.7531	5.6166	3.5413
Si	9.6298	5.5819	3.6322
Si	-0.0616	8.9307	3.4873
Si	3.8062	8.9101	3.5435
Si	7.6658	8.9296	3.6226
Si	1.9295	12.309	3.524
Si	5.7913	12.257	3.5878
Si	9.6434	12.2954	3.5586
Si	-0.0198	2.2029	5.9174
Si	3.8613	2.2455	5.9012
Si	7.7021	2.277	5.7771
Si	1.9002	5.5654	5.9845
Si	5.7003	5.636	5.9062
Si	9.5979	5.5536	6.0492
Si	-0.1463	8.9393	5.8223
Si	3.7091	8.8777	5.9125
Si	7.5851	8.9165	6.0354
Si	1.9214	12.3248	5.8758
Si	5.7857	12.2245	5.9867
Si	9.6237	12.3117	5.9391
Si	1.9521	1.1499	6.7329
Si	5.8394	1.1178	6.5622
Si	9.5766	1.1871	6.6678
Si	-0.0144	4.4085	6.7189
Si	3.8668	4.4443	6.7866
Si	7.5557	4.4624	6.682
Si	1.7026	7.8177	6.7044
Si	5.5948	7.8149	6.8546
Si	9.5553	7.833	6.7353
Si	-0.0011	11.1757	6.5764
Si	3.7814	11.0994	6.6315
Si	7.7569	11.1462	6.8235
O	4.0548	4.3619	8.4382
O	5.3752	7.7774	8.5071
O	9.3799	1.4067	8.3011
O	9.6395	7.9723	8.381
O	2.099	1.2373	8.3777
O	6.1322	1.2413	8.1758
O	1.3657	7.8711	8.3291
O	0.1426	11.0804	8.2059
O	3.6336	10.909	8.2676
O	0.1932	4.2583	8.3536
O	7.1666	4.4225	8.3002
O	7.9875	11.159	8.465
O	6.5485	3.697	22.6684
O	2.2128	10.0223	22.915
O	7.7207	0.1914	22.4261
O	12.0046	6.0302	22.7034
O	7.5543	6.9011	22.5158
O	0.2394	12.7792	22.6528
O	9.6359	10.0712	22.6438
O	3.9655	7.115	22.7773
O	5.9842	9.7933	22.6092
O	9.2329	3.3927	22.6763
O	1.6995	3.7823	22.4528
O	3.8667	-0.2455	22.5152
Si	7.7125	10.5665	16.7915
Si	4.4464	11.1868	9.6271
Si	9.3872	10.5229	21.1157
Si	1.9055	7.2951	9.7362
Si	2.6733	1.5629	9.8523
Si	8.3677	6.5483	21.1501
Si	10.8098	8.0343	20.6498
Si	2.1232	12.3925	11.3135
Si	9.6884	6.1212	14.0142
Si	9.9991	1.4406	16.2881
Si	5.6238	0.5596	9.5307
Si	1.6479	9.5504	21.5054
Si	10.9259	4.0865	9.6969
Si	7.9059	3.6149	21.7667
Si	4.8441	6.082	12.1221
Si	7.27	0.7947	20.9688
Si	10.1704	1.1537	9.6872
Si	10.9385	4.4677	16.409
Si	7.9445	4.9789	9.5935
Si	2.1762	5.0826	16.778
Si	1.2171	13.5766	16.4072
Si	7.665	1.5774	14.0991
Si	11.362	11.7598	9.5999
Si	7.3998	4.4368	12.5836
Si	7.8625	0.0184	11.45
Si	11.8229	12.2498	21.132
Si	11.2001	6.5423	11.4841
Si	5.1681	7.9663	19.1418
Si	3.2427	7.0729	14.7345
Si	2.3049	-1.925	14.3003
Si	4.8485	11.3165	15.8147
Si	1.0561	8.8756	15.3441
Si	3.4692	7.161	21.2547
Si	4.5437	12.9774	21.0548
Si	2.0749	0.2224	19.2495
Si	3.4885	9.005	16.8812
Si	3.0153	2.2515	17.3791
Si	8.021	13.4214	18.1171
Si	12.8077	5.1094	21.6408
Si	8.4553	10.8091	9.9776
Si	6.2355	10.2902	21.0915
Si	9.512	8.4023	15.8637
Si	5.6215	14.28	16.3897
Si	4.8366	8.246	9.9705
Si	-3.8125	7.9743	18.293
Si	3.2398	4.5449	9.8341
Si	0.2683	5.7844	18.9123
Si	8.8762	7.8034	9.7976
O	9.2426	0.9409	17.6218
O	9.2354	0.6631	10.8989
O	0.877	4.5984	15.9535
O	2.1071	12.1846	12.889
O	6.0274	5.2527	12.8554
O	0.3803	4.8466	20.2559
O	10.0674	5.2011	15.2791
O	4.8766	12.8941	16.0721
O	2.4965	3.1418	10.1888
O	1.9846	1.5999	16.3149
O	7.7432	0.3523	13.0286
O	5.3844	7.3195	11.1938
O	3.3835	-0.4245	19.941
O	2.45	5.9491	21.0747
O	1.3163	10.1926	14.4368
O	4.2431	1.2448	9.9326
O	3.8756	8.2982	18.2552
O	5.3446	11.6007	20.8828
O	-0.2195	5.0231	10.9279
O	1.7278	7.6327	14.5414
O	9.9698	9.3352	20.1759
O	7.5087	2.9955	13.3167
O	6.279	7.3945	18.0982
O	7.795	6.5961	9.668
O	7.5039	4.2647	10.9701
O	10.5249	2.9315	16.5334
O	8.8287	9.8689	15.8419
O	8.0876	7.3806	19.7822
O	10.9154	2.5236	10.1174
O	6.3746	1.4206	15.0622
O	3.8958	6.6629	13.3145
O	9.8856	6.9974	21.4768
O	10.9775	6.4514	13.082
O	0.8764	7.3986	10.9779
O	8.1992	9.2193	10.2333
O	8.9617	7.6303	17.2139
O	1.1527	10.9349	20.8156
O	6.6591	0.6777	17.5865
O	4.5154	1.8874	16.9527
O	-0.4811	8.5853	15.7323
O	2.8037	8.6087	20.8669
O	6.66	0.7995	10.7216
O	5.7596	9.2061	20.0053
O	7.778	11.8246	11.069
O	1.8399	-0.864	15.3905
O	8.1399	4.9654	20.8977
O	9.9107	7.3213	10.9212
O	4.0594	8.233	15.5485
O	10.0332	11.0689	10.146
O	11.194	13.3507	9.3752
O	4.104	5.0345	11.1184
O	0.3684	8.5751	21.6343
O	3.1689	5.8274	15.7604
O	11.2551	0.437	16.0791
O	10.2764	11.8496	20.8086
O	7.5615	9.5738	18.0621
O	2.2033	5.7302	9.5205
O	2.9653	3.8374	17.3813
O	11.414	7.2693	19.3679
O	8.1807	11.9697	17.4233
O	1.5363	-0.4442	17.874
O	5.4895	12.3639	9.2751
O	6.3895	10.7865	15.8639
O	8.6128	5.3518	13.1063
O	7.9325	13.3817	19.7298
O	3.8885	11.0984	14.5076
O	9.0012	1.4766	15.0116
O	2.5448	1.7226	18.8451
O	3.4918	11.759	10.7706
O	5.65	0.7482	20.8615
O	10.7905	5.1446	17.8799
O	4.7021	6.8982	20.2509
O	9.0646	7.4978	14.6005
O	4.0894	10.4973	16.9768
O	0.919	11.5479	10.6737
O	3.2309	8.1239	10.0882
O	7.7468	2.3286	20.8178
O	9.4696	4.6054	9.2818
O	0.8195	0.0766	20.2585
O	1.6443	5.9378	18.0544
O	5.1758	9.8288	10.1245
O	7.8012	10.6641	20.8771
O	1.9853	0.5743	10.9394
O	1.881	9.0424	16.7319

Results
free energy: -67414.008 eV
free energy less fixed offsets of O -447.96, Si -113.29 eV per atom: -1.608 eV
gap between the highest filled and lowest empty level on this k mesh: 1.423 eV

The program warned: the cutoff lies below the one the program advises for these potential files; the model core charge is not resolved on the grid; the forces do not sum to zero within the program's tolerance; the exchange-correlation potential is rough where the density is thin.
